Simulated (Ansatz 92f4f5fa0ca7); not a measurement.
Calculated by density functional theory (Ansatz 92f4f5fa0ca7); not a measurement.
Periodic cell of 211 atoms, Si128O83, from a study of silicon, its oxide and their interface. The atomic structure is a simulated model.
This geometry differs little from another in the collection (a relaxation step or a small displacement).

Settings
functional: r2SCAN
potential files: Ansatz PAW
basis: plane waves
wave-function cutoff: 800 eV
density cutoff ratio: 5
exchange-correlation grid ratio: 1
k mesh: 1 x 1 x 1, shifted by 0.5 0.5 0 of a step
self-consistency stop: 1e-10 eV per atom in the density residual
occupations: fixed
spin: none
net charge: 0

Cell vectors (angstrom)
a 10.88 0 0
b 0 10.88 0
c -3.7613 3.5136 30.4108

Atoms: element, x, y, z (angstrom)
Si 7.8426 10.3953 -4.7974
Si 10.2728 8.6999 0.1364
Si 8.4823 10.2692 0.0779
Si 11.2666 3.0026 -0.3319
Si 3.4399 4.9695 0.2235
Si 6.1128 7.4685 0.1519
Si 13.5703 11.7578 -0.32
Si 5.0595 3.196 0.2238
Si 9.4929 6.8534 1.3762
Si 12.1614 9.5138 1.2482
Si 9.3333 1.2061 1.3309
Si 12.3845 4.1982 1.3276
Si 4.3043 6.7144 1.4681
Si 6.8128 9.3565 1.3862
Si 14.8885 12.4246 1.4922
Si 6.7631 4.0934 1.5289
Si 8.1819 8.1454 2.8587
Si 10.9002 10.9174 2.7042
Si 8.1106 2.6274 2.743
Si 10.9296 5.4889 2.6489
Si 13.6149 8.1394 2.5743
Si 16.2808 10.8552 2.6194
Si 13.5206 13.675 2.865
Si 5.4825 5.4141 2.9721
Si 6.8465 6.7999 4.219
Si 9.5655 9.5465 4.1234
Si 6.7405 1.2989 4.0929
Si 9.5437 4.0614 3.9853
Si 12.2719 6.8256 4.0467
Si 14.9317 9.5051 3.989
Si 12.1909 12.2542 4.1289
Si 14.9279 4.0842 4.2334
Si 8.2231 5.3923 5.4342
Si 10.9221 8.1618 5.4555
Si 8.1531 0.0006 5.4693
Si 10.8415 2.7436 5.4353
Si 13.5776 5.4901 5.5082
Si 16.2963 8.1941 5.4246
Si 13.597 10.8593 5.3871
Si 16.3102 13.5579 5.5005
Si 9.5305 6.7766 6.783
Si 12.2851 9.5308 6.804
Si 9.5152 1.3912 6.8151
Si 12.1951 4.0826 6.8023
Si 14.9752 6.853 6.8222
Si 6.7772 9.5078 6.8053
Si 14.9196 12.19 6.7971
Si 6.8477 4.0645 6.8023
Si 8.1485 8.1282 8.1378
Si 10.9099 10.8984 8.1397
Si 8.1923 2.7407 8.208
Si 10.8344 5.4185 8.1591
Si 13.6378 8.2011 8.2017
Si 5.4031 10.8534 8.1536
Si 13.5465 2.68 8.1287
Si 16.3717 5.4727 8.1219
Si 6.8262 6.7957 9.575
Si 9.5364 9.5122 9.4321
Si 6.7915 1.3308 9.4338
Si 9.5374 4.0974 9.627
Si 12.1992 6.8051 9.4125
Si 14.983 9.547 9.6222
Si 12.2254 12.2285 9.5881
Si 14.9616 4.0754 9.351
Si 8.1848 5.4763 11.0056
Si 10.8819 8.1558 10.7907
Si 8.1663 10.8596 10.7648
Si 10.8871 2.7045 11.0017
Si 13.5548 5.4024 10.6436
Si 5.5007 8.1832 10.9649
Si 13.5925 10.8937 10.9999
Si 5.4293 2.7259 10.6904
Si 9.608 6.8847 12.324
Si 12.1588 9.4742 12.2681
Si 9.3895 12.2151 12.2426
Si 12.3861 4.0811 12.2161
Si 3.9417 6.7751 12.0174
Si 6.9688 9.5378 12.3036
Si 15.0423 12.3414 12.1992
Si 6.7314 4.01 12.1521
Si 8.745 8.6476 13.7113
Si 10.3641 10.4732 13.4553
Si 7.6088 2.2853 13.505
Si 11.4718 5.8843 13.3793
Si 2.231 7.616 13.4168
Si 5.9561 11.3688 13.3649
Si 14.2051 3.2359 13.5205
Si 4.8873 5.0136 13.1712
Si 14.6053 8.4176 -6.2114
Si 9.694 4.8182 -4.9871
Si 5.9737 5.6842 15.903
Si 5.6202 6.4137 -4.736
Si 9.9949 6.8724 20.254
Si 9.4815 4.8053 -2.1786
Si 11.2146 7.3468 -2.3104
Si 11.4148 11.245 15.3768
Si 14.8159 4.1593 -3.8896
Si 12.2464 3.6739 18.0153
Si 12.2929 5.014 20.8434
Si 5.4092 7.895 -2.043
Si 7.7175 5.0574 19.6529
Si 13.7052 2.4231 15.7169
Si 5.3041 6.6544 18.4923
Si 6.8858 10.5902 -2.6362
Si 8.2196 2.3089 18.4353
Si 10.6815 11.5118 -5.1611
Si 13.8829 6.1788 -1.7037
Si 6.7744 11.3962 20.2314
Si 4.7872 10.8225 16.2591
Si 9.2076 3.6218 -7.8784
Si 6.0517 10.2074 -7.4384
Si 12.1333 7.5089 -7.4951
Si 10.8309 11.7288 18.2553
Si 10.2979 5.3203 16.1648
Si 7.8755 3.2922 15.6429
Si 4.7069 1.4982 21.9412
Si 14.0864 7.4908 20.6021
Si 12.0418 8.8921 18.9732
Si 8.4281 7.7688 15.9787
Si 8.3474 7.463 -5.698
Si 10.1315 11.604 -8.1449
Si 12.1563 3.3073 -5.2116
Si 13.355 8.8938 16.1685
Si 7.7935 5.719 0.2476
Si 12.0023 4.4343 -7.9527
Si 6.8316 9.4188 18.0167
Si 12.069 8.8879 -4.875
Si 4.9536 1.9911 -1.804
O 9.9563 2.2524 0.2346
O 12.9698 10.2828 0.0114
O 14.8601 6.8292 19.3592
O 10.5113 11.3111 16.7202
O 8.0935 8.944 17.0818
O 8.3347 8.8217 -4.7997
O 10.6875 3.8823 -1.5843
O 8.7153 7.9147 -7.1933
O 13.6337 9.1841 -5.1655
O 5.9743 8.1024 18.3304
O 5.7393 9.431 -2.4643
O 8.0674 10.4126 -1.5201
O 5.2111 11.4784 20.685
O 5.4129 11.3993 -8.3124
O 9.0967 11.4411 -4.8323
O 13.7172 7.8529 -7.4458
O 14.0457 5.3048 -3.0553
O 11.3693 10.2576 -4.4297
O 12.7148 4.3254 19.4278
O 8.047 2.1907 16.8277
O 11.4796 10.4223 18.9754
O 13.2209 8.7646 20.0893
O 14.6224 11.7816 -1.5717
O 6.2352 12.041 -2.3254
O 10.0212 6.2935 -2.4771
O 14.7477 12.1737 16.3359
O 4.2149 7.8848 21.7996
O 12.3595 1.8802 -0.7928
O 6.5401 4.1672 16.0057
O 10.9064 11.3915 -6.7522
O 9.1243 2.0056 -8.0552
O 8.2367 4.9547 -1.1566
O 11.4047 1.9847 -4.6531
O 9.2086 3.9887 -6.2968
O 11.358 5.4535 14.9642
O 14.6887 7.5892 -1.941
O 6.794 7.6598 21.7808
O 10.635 8.5866 -1.4683
O 10.7573 5.5327 20.7655
O 13.4335 3.5233 16.9032
O 5.4685 10.7836 14.8108
O 11.4441 8.2826 -6.2474
O 12.169 3.2922 -6.8245
O 6.9857 10.673 -6.178
O 9.442 6.3945 -5.2075
O 8.9626 4.2749 -3.632
O 14.0206 1.9053 21.9462
O 9.1245 4.3277 15.6514
O 5.5379 2.8931 21.9493
O 5.9716 6.9076 -3.2227
O 9.4419 1.3517 18.9119
O 13.4695 7.7558 15.0337
O 11.8497 7.8143 -3.7023
O 4.5913 3.037 -2.9648
O 14.8093 9.4798 16.5164
O 4.8377 9.392 -6.7939
O 11.8019 2.1391 18.3234
O 12.352 6.6125 -1.4351
O 5.1913 5.8564 14.5349
O 12.6216 8.4355 17.5267
O 6.9216 6.6874 -5.6498
O 5.142 4.8611 -4.7254
O 7.2423 10.0489 19.4557
O 11.2877 4.5929 -4.7425
O 13.1321 6.3402 21.1684
O 9.6881 6.8175 16.4499
O 7.1694 6.7582 15.9333
O 8.6827 6.3394 19.4863
O 11.9603 5.9147 -7.3235
O 4.9111 6.0406 17.0564
O 6.2749 5.5442 19.1432
O 9.4851 7.8231 21.4552
O 11.0626 4.6354 17.4246
O 6.9445 1.7962 19.2616
O 5.9904 10.6357 17.3287
O 12.5398 10.1076 15.5275
O 7.713 11.5278 21.5412
O 13.6943 3.4199 -4.7733
O 8.3913 3.8824 18.7676
O 12.2541 1.7634 15.3098
O 7.5187 4.5132 21.1601
O 10.8941 7.8063 19.3041
O 4.393 7.2215 -5.3815

Results
free energy: -129214.936 eV
free energy less fixed offsets of O -570.45, Si -639.56 eV per atom: -3.906 eV

Forces (eV/angstrom), in the order of the atoms: element, x, y, z
Si 0.0002 0.0003 0.0009
Si 0.0002 -0.0012 0.0012
Si 0.0009 0.0018 0.0029
Si -0.0005 -0.0008 0.0003
Si 0.0001 -0.001 -0.0007
Si -0.0008 -0.0004 -0.0017
Si -0.0013 -0.0007 0.0028
Si 0.0022 0.0025 -0.0008
Si -0.0004 0.0007 -0.0014
Si 0 0.0035 -0.0009
Si 0.0017 0.0007 -0.0004
Si 0.0001 -0.0008 0.0001
Si -0.0007 0 -0.0003
Si 0.0002 -0.0007 -0.0003
Si -0.0026 0.0013 -0.0016
Si 0.0004 0.001 0.0004
Si -0.0003 0.0005 -0.0001
Si 0.0009 0.001 -0.0008
Si -0.0008 -0.0005 -0.0003
Si 0.0006 0.0009 -0.0006
Si 0.0004 -0.0001 -0.0001
Si 0.0007 -0.0001 -0.0006
Si -0.0002 0.0004 -0.0003
Si -0.0005 0.0001 0.0006
Si -0.0004 0.0007 -0.0003
Si 0.0005 0.0003 -0.0002
Si 0.0004 0.0001 0.0004
Si 0.0006 0.001 -0.0003
Si 0.0007 0.0001 -0.0004
Si 0.0001 0.0004 0.0009
Si -0.0008 0.0011 -0.0002
Si 0.0006 0.0002 0.0007
Si -0.0005 -0.0013 0.0011
Si 0.0007 0.001 0.0008
Si 0.0004 0.0008 0.0006
Si 0.0002 -0.0001 0.0005
Si -0.0004 -0.0006 0.0001
Si -0.0007 -0.0007 0.0005
Si 0.0001 -0.0001 0.0001
Si -0.0005 0.0001 -0.0001
Si 0.0006 0.0002 -0.0002
Si 0.0008 -0.0008 0.0006
Si 0 0.0005 0.0003
Si 0 0 0.0001
Si 0.0001 0.0015 0.0002
Si -0.0004 0.001 -0.0004
Si 0.0003 0.0001 0.0004
Si 0.0013 0.0005 0.0004
Si 0.0001 0.0004 0.0002
Si -0.0006 0.0007 -0.0001
Si -0.0003 0.0003 0.0003
Si -0.0009 -0.0002 -0.0002
Si -0.0004 0.0007 0.0008
Si 0 -0.0009 0.0004
Si -0.0003 0 -0.0003
Si 0.0005 0.0003 -0.0001
Si 0.0002 0.0001 0.0006
Si -0.0001 0.0003 0.0001
Si 0.0012 -0.0002 0.0008
Si 0.0001 0.0006 0.0007
Si -0.0008 0.0004 0.0007
Si 0 0.0009 0.001
Si 0 -0.0007 0.0002
Si -0.0003 0.0001 0.0007
Si 0.0003 -0.0004 0.0004
Si -0.0002 0.001 -0.0001
Si -0.0002 -0.0001 0
Si 0.0003 0.0004 0.001
Si 0.0011 0.0002 -0.0002
Si -0.0004 -0.0002 0.0012
Si -0.0006 0.0003 0.0007
Si -0.0003 -0.0004 0.0003
Si -0.0002 0 -0.0011
Si 0.0011 -0.0004 -0.0015
Si -0.0002 0.0008 -0.0011
Si -0.0003 0.0002 0.0001
Si 0 0.0001 0.0004
Si -0.0003 0.0002 -0.0011
Si 0.0006 -0.0006 -0.0015
Si 0.0007 0 0.0008
Si 0.0004 0.0008 0.0027
Si -0.0012 -0.0019 0.0027
Si 0.001 -0.001 0.0006
Si 0.0002 0.0002 -0.0004
Si 0.0007 -0.0004 0.0012
Si 0.0003 0.0002 0.002
Si 0.0008 0.0008 0.0016
Si 0.0003 0.0026 0.0035
Si 0.0003 0.0005 0.0017
Si -0.0013 -0.0007 0.0022
Si -0.0005 -0.0021 -0.0027
Si 0.0002 0.0001 0.0041
Si -0.0007 -0.0004 -0.0017
Si -0.0018 -0.0002 0.0031
Si 0.0003 0.0012 0.0059
Si 0.0011 -0.0015 -0.0045
Si -0.0013 0.0029 0.0044
Si -0.0004 -0.0003 -0.0044
Si -0.0005 0.0009 -0.0024
Si -0.002 -0.0013 0.0038
Si -0.0009 0.0007 -0.0028
Si -0.0009 -0.0013 -0.0018
Si -0.0007 0 -0.0025
Si -0.0004 0.0022 0.0015
Si 0.0001 -0.0009 -0.0072
Si 0.0009 0.0009 0.0006
Si 0.002 0.0026 0.0015
Si -0.0004 -0.0015 -0.0011
Si -0.0019 -0.0002 -0.004
Si -0.0008 -0.0004 0.0003
Si -0.0005 -0.0001 -0.0006
Si -0.0006 -0.0034 -0.0005
Si 0.0001 0.0005 -0.0037
Si -0.0007 -0.0005 -0.0022
Si 0.0002 0.0011 -0.0028
Si -0.0002 -0.001 -0.0002
Si 0.0005 0 -0.0019
Si -0.0006 -0.0003 -0.0027
Si 0.0011 0.0005 -0.0024
Si 0.0006 0 0.0005
Si -0.0001 0.0002 -0.0008
Si -0.0006 -0.0005 0.0041
Si 0.0009 -0.0001 -0.0037
Si 0 0.0007 -0.0007
Si 0.0001 -0.003 -0.0004
Si 0.0003 -0.0017 -0.0027
Si 0.0003 -0.0016 0.0034
Si 0.0006 0.0045 0.0005
O 0.0018 0.0035 0.0014
O -0.0003 0.0009 -0.0015
O -0.0005 0.0002 0.0015
O 0.0022 0.0021 0.003
O -0.0015 0 0.0029
O -0.0016 -0.0001 0.0003
O -0.0006 0 0.0008
O -0.001 0.0006 0.0003
O -0.0012 0.0003 -0.0026
O 0.0006 -0.0004 0.002
O 0.0002 0.0008 -0.0008
O -0.0037 0.0012 -0.0043
O 0.0005 -0.0011 0.0019
O 0.001 -0.0014 -0.0001
O -0.0014 0 0.0005
O -0.0007 0.0002 0.0005
O 0.001 -0.0001 0.0003
O -0.0018 -0.0003 -0.0001
O 0.0008 0.0004 0.0016
O 0.0002 -0.0002 0.0024
O -0.0006 -0.0019 0.0012
O 0.0006 -0.0005 0.0015
O 0.0011 -0.0008 -0.0017
O -0.0018 -0.0028 -0.0021
O 0.0025 0.0006 -0.001
O 0.0013 -0.0007 0.0013
O -0.0001 0.0002 0.0012
O 0.0005 0.0003 -0.0007
O -0.0001 0.0003 -0.0008
O -0.0005 0.0001 0.001
O -0.0002 -0.0012 0.0007
O 0.0023 -0.0008 -0.0023
O -0.0003 -0.0002 -0.0016
O 0.0004 0.0001 0
O -0.0009 -0.0005 0.0021
O 0.0029 -0.0004 0.0027
O 0 -0.0013 0.0018
O 0.0022 -0.0034 -0.0032
O 0.0006 -0.0004 -0.001
O -0.0006 0.0005 0.003
O -0.0038 -0.0003 0.0039
O 0.0004 -0.0008 -0.0001
O -0.0005 -0.0002 0.0046
O -0.0007 -0.0002 0.0004
O -0.0007 0 -0.0008
O 0.0007 0.0008 -0.0014
O 0.0015 -0.0005 0.0012
O 0.0016 0.0006 0.0031
O -0.0009 -0.0003 0.0005
O -0.0005 0.0003 -0.0022
O -0.0005 -0.0003 0.0026
O 0 0.0001 0.0028
O 0.0019 0.0009 -0.0012
O -0.0008 0.0001 0.0032
O 0.0009 0.0015 0.001
O -0.0016 -0.0008 -0.0017
O -0.0015 -0.001 0.0008
O -0.004 0.0021 -0.004
O -0.002 -0.0019 -0.0021
O -0.0003 0.0004 0.0025
O -0.0009 0.0003 0.0006
O -0.0007 0.0013 0.0008
O -0.0001 0.0013 0.0026
O 0.0011 -0.0013 -0.0015
O -0.0009 -0.0002 0.0001
O -0.0004 -0.0009 0.0016
O 0.0015 0.0007 0.0029
O 0 -0.0003 0.0016
O -0.0009 -0.0031 0.0003
O -0.0003 0.0005 0.0029
O 0.0006 -0.0007 0.0006
O -0.0021 0.0002 0.002
O 0.0008 -0.0008 0.001
O -0.0001 -0.0006 0.0014
O 0.0006 -0.0006 0.0002
O -0.004 0.0021 0.0018
O -0.0001 -0.0015 0.0019
O -0.0027 -0.0005 -0.0016
O 0.0006 -0.0003 0.0004
O 0.0003 -0.0004 0.0017
O -0.0012 -0.0007 0.0015
O -0.0009 -0.0008 0.0023
O -0.0008 0.0033 0.0016

The program warned: the cutoff lies below the one the program advises for these potential files; the forces do not sum to zero within the program's tolerance; empty levels may hold ghost states of the PAW files; the exchange-correlation potential is rough where the density is thin.
